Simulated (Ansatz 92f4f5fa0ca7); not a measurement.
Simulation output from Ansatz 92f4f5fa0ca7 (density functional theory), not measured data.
Periodic cell of 224 atoms, Si132O90As1H1, from a study of silicon, its oxide and their interface. The atomic structure is a simulated model.
Doubt: the cutoff is far below the 930 eV that the study's wrapper takes by default for these files, so forces and energies are approximate.
This geometry differs little from another in the collection (a relaxation step or a small displacement).

Settings
functional: PBE
potential files: Ansatz PAW
basis: plane waves
wave-function cutoff: 580 eV
density cutoff ratio: 5
exchange-correlation grid ratio: 1
k mesh: 1 x 1 x 1, Gamma-centred
self-consistency stop: 5e-08 eV per atom in the density residual
occupations: fixed
spin: none
net charge: 0

Cell vectors (angstrom)
a	10.938	0	0
b	0	10.938	0
c	0	0	33.079

Atoms: element, x, y, z (angstrom)
Si	0.3319	-0.2337	25.7594
Si	5.2902	0.4031	25.6029
Si	2.9597	2.5259	25.5303
Si	8.1293	3.0659	25.5604
Si	-0.3405	5.8554	25.6548
Si	5.8677	5.2389	25.7008
Si	2.6071	8.5734	25.6792
Si	8.4154	8.1425	25.3851
Si	1.4404	1.4184	26.9718
Si	6.9085	1.4915	26.9026
Si	4.1383	4.1091	26.8703
Si	9.5607	4.233	27.0012
Si	1.3919	6.92	26.8838
Si	6.9348	6.9341	26.8921
Si	4.1746	9.7161	26.9614
Si	9.5803	9.5692	26.9132
Si	2.7469	0.0304	28.3506
Si	8.1964	0.0152	28.26
Si	-0.0051	2.7692	28.283
Si	5.4678	2.7544	28.3019
Si	2.7313	5.4751	28.2411
Si	8.1722	5.5328	28.3502
Si	-0.0097	8.2018	28.3075
Si	5.4794	8.2232	28.265
Si	4.1018	1.3673	29.6608
Si	9.5708	1.3673	29.6608
Si	1.3673	4.1018	29.6608
Si	6.8362	4.1018	29.6608
Si	4.1018	6.8362	29.6608
Si	9.5708	6.8362	29.6608
Si	1.3673	9.5708	29.6608
Si	6.8362	9.5708	29.6608
Si	0	0	31.028
Si	5.469	0	31.028
Si	2.7345	2.7345	31.028
Si	8.2035	2.7345	31.028
Si	0	5.469	31.028
Si	5.469	5.469	31.028
Si	2.7345	8.2035	31.028
Si	8.2035	8.2035	31.028
Si	1.3673	1.3673	32.3953
Si	6.8362	1.3673	32.3953
Si	4.1018	4.1018	32.3953
Si	9.5708	4.1018	32.3953
Si	1.3673	6.8362	32.3953
Si	6.8362	6.8362	32.3953
Si	4.1018	9.5708	32.3953
Si	9.5708	9.5708	32.3953
Si	2.7345	0	0.6835
Si	8.2035	0	0.6835
Si	0	2.7345	0.6835
Si	5.469	2.7345	0.6835
Si	2.7345	5.469	0.6835
Si	8.2035	5.469	0.6835
Si	0	8.2035	0.6835
Si	5.469	8.2035	0.6835
Si	4.1018	1.3673	2.0507
Si	9.5708	1.3673	2.0507
Si	1.3673	4.1018	2.0507
Si	6.8362	4.1018	2.0507
Si	4.1018	6.8362	2.0507
Si	9.5708	6.8362	2.0507
Si	1.3673	9.5708	2.0507
Si	6.8362	9.5708	2.0507
Si	0	0	3.418
Si	5.469	0	3.418
Si	2.7345	2.7345	3.418
Si	8.2035	2.7345	3.418
Si	0	5.469	3.418
Si	5.469	5.469	3.418
Si	2.7345	8.2035	3.418
Si	8.2035	8.2035	3.418
Si	1.3889	1.3316	4.7233
Si	6.8645	1.3467	4.8732
Si	4.1417	4.0008	4.8131
Si	9.575	4.0771	4.7595
Si	1.3651	6.8098	4.7862
Si	6.7647	6.8862	4.689
Si	4.0947	9.5696	4.7876
Si	9.5745	9.5691	4.8244
Si	2.681	-0.0532	6.1331
Si	8.2231	-0.0207	6.3008
Si	-0.0199	2.6187	6.0706
Si	5.4843	2.6355	6.3383
Si	2.6269	5.299	6.0865
Si	8.0962	5.4677	5.9353
Si	-0.0262	8.1236	6.1794
Si	5.3901	8.1495	6.1449
Si	3.7537	1.479	7.5638
Si	9.9531	1.0846	7.5759
Si	1.4877	3.7033	7.4825
Si	6.6186	4.4301	7.4272
Si	4.1935	6.4445	7.3227
Si	9.2095	6.9582	7.3269
Si	1.1545	9.673	7.4855
Si	7.0177	9.2414	7.462
O	9.5368	6.964	24.9964
O	4.1019	1.4237	25.0447
O	8.1574	8.116	7.8775
O	2.7798	2.763	7.8448
O	6.9429	4.1304	25.086
O	1.4373	9.6222	25.1653
O	5.4181	5.4808	7.8638
O	0.0635	-0.129	7.9855
O	7.521	4.2425	8.8016
O	10.7472	6.4467	15.7164
O	9.6105	6.0344	8.6382
O	1.8198	9.0175	8.8422
O	3.8818	0.7343	9.0303
O	0.7385	3.8793	8.9513
O	9.7786	1.9299	8.9966
O	3.2425	6.7815	8.6151
O	7.8177	8.8648	23.9765
O	8.9503	2.5433	24.2078
O	5.298	6.0732	24.4117
O	2.1657	3.0837	24.1631
O	10.5951	0.4419	24.4497
O	0.1979	4.9134	24.4203
O	3.4488	8.0668	24.3429
O	6.0889	10.7881	24.2866
Si	10.7263	-2.9851	19.7091
Si	11.8859	5.6215	20.7896
Si	2.9245	4.4692	16.872
Si	15.5527	2.1329	16.8686
Si	2.7876	-2.9765	9.6256
Si	6.1749	-1.3876	15.7648
Si	6.846	-4.0111	11.5762
Si	6.2603	2.9096	19.3322
Si	9.255	-0.7034	16.2989
Si	6.3884	0.2051	20.4117
Si	10.5955	3.0596	9.8832
Si	0.5586	12.0463	20.9236
Si	3.8867	0.6478	10.6631
Si	1.9155	10.3565	12.7298
Si	15.2055	-0.4873	18.0761
Si	7.2168	-0.688	23.2528
Si	-2.1016	3.2297	17.5252
Si	6.0318	12.2809	14.4555
Si	6.6611	6.6727	14.4794
Si	14.62	7.2128	20.8058
Si	-1.2563	1.2899	23.4376
As	0.7543	-5.6673	14.775
Si	5.2512	5.6631	18.7672
Si	3.5848	2.7334	12.7724
Si	8.6137	5.165	9.6172
Si	9.2489	-0.5286	19.3281
Si	7.8418	6.0414	17.0463
Si	-5.3244	-1.5166	10.267
Si	3.9276	-4.317	23.7689
Si	4.477	5.7576	12.8561
Si	0.5362	1.9513	12.7388
Si	-1.9262	1.8591	14.6466
Si	1.5819	4.537	23.6703
Si	0.6719	-7.6154	18.8189
Si	10.2727	7.5606	16.7832
Si	1.9418	7.313	12.4933
Si	2.3151	-1.1832	20.2535
O	5.151	-0.191	19.422
O	4.8197	2.0619	13.6266
O	11.1186	-3.4642	18.1822
O	4.9993	2.5635	18.3742
O	-0.7545	13.3905	13.6447
O	-4.515	-0.6952	21.7948
O	3.7099	4.3486	12.6926
O	-5.6409	-0.1105	11.0474
O	7.4595	-3.9744	13.0877
O	12.7019	-7.2982	17.668
O	5.3781	5.7059	14.2078
O	2.0157	2.4969	13.2718
O	7.6722	-1.0667	16.3096
O	10.2597	2.7512	18.13
O	-1.3064	-0.1709	17.7886
O	9.5535	0.4131	15.1643
O	2.9932	10.703	13.9091
O	8.4719	0.3148	22.9287
O	3.4598	7.0184	13.0071
O	0.9736	6.2261	13.2441
O	16.8737	4.478	19.7115
O	3.7514	3.2789	16.1094
O	7.6302	2.6699	18.4681
O	7.5432	1.7111	13.9009
O	7.6354	-5.1186	15.4496
O	10.7455	1.7422	22.2574
O	10.2802	0.3097	20.2322
O	-3.0374	6.223	10.5949
O	3.7806	0.7519	17.1
O	6.1401	-2.872	15.1235
O	5.1211	-1.4253	17.0352
O	8.7951	2.8203	15.9506
O	0.3879	4.7074	19.5894
O	5.4561	6.0546	11.5732
O	10.7057	6.7673	20.8484
O	4.1773	-2.2595	10.0722
O	2.8528	-1.0152	18.7041
O	2.3436	-4.566	20.3929
O	8.7099	7.3848	17.2511
O	-8.2893	-0.2283	11.3006
O	6.3307	9.7942	8.8483
O	3.7901	2.1554	11.2576
O	12.8384	11.0924	21.1241
O	1.9679	-3.6871	10.8491
O	9.3405	-2.1269	19.6954
O	8.7445	4.8427	17.6422
O	5.9668	1.9058	15.997
O	4.821	6.9367	19.6823
O	3.9266	5.2297	17.9112
O	1.4435	8.8117	12.8617
O	6.3959	6.1885	17.7492
O	2.3105	-5.4457	15.747
O	6.2866	1.8589	20.6032
O	11.3165	2.4048	11.1826
O	11.8737	8.9593	20.1774
O	4.2635	-4.2816	22.2007
O	5.8246	-0.2819	14.597
O	10.2845	-1.9393	16.0058
O	-1.4131	4.1359	10.4779
O	7.7313	-0.0902	19.5775
O	12.1032	2.2517	19.9337
O	2.7098	5.6101	24.119
O	0.5578	0.3233	12.828
O	14.3402	-2.1313	21.019
O	1.2384	4.6742	22.0854
O	6.5999	-2.4672	11.1276
H	2.6949	10.6779	14.8316

Results
free energy: -139968.403 eV
free energy less fixed offsets of As -4856.12, H -15.97, O -568.88, Si -635.61 eV per atom: 3.407 eV

Forces (eV/angstrom), in the order of the atoms: element, x, y, z
Si	-0.0247	0.0257	0.0679
Si	0.0288	-0.03	0.1575
Si	-0.0254	0.0307	-0.006
Si	-0.0033	-0.0093	0.0321
Si	0.049	-0.0055	0.1206
Si	-0.03	0.0084	0.0654
Si	0.0222	-0.0323	0.0276
Si	0.0221	-0.0144	0.0299
Si	-0.0257	0.0047	0.0222
Si	-0.0076	-0.0197	0.0013
Si	0.0134	0.0333	0.0264
Si	0.0117	0.0177	0.0106
Si	-0.024	-0.0151	0.0019
Si	-0.0233	0.0079	0.0143
Si	0.0299	0.0051	-0.0053
Si	-0.006	0.0234	0.0123
Si	-0.0019	-0.006	0.0014
Si	0.0002	0.0023	-0.0112
Si	0.0038	-0.0056	-0.0088
Si	0.0116	0.0004	0.006
Si	-0.0044	-0.0015	-0.0042
Si	0.0209	-0.0116	-0.0106
Si	0.0137	-0.0119	-0.0008
Si	-0.001	0.0121	-0.0053
Si	0.2459	0.1714	0.3899
Si	0.0086	0.0294	-0.234
Si	0.0913	0.1355	-0.1403
Si	-0.2457	0.2307	0.2209
Si	-0.0097	-0.0039	-0.3664
Si	0.1627	0.0453	0.4435
Si	-0.1035	0.0328	0.1285
Si	0.0286	0.0821	-0.1523
Si	0.0658	-0.0136	-0.0081
Si	0.0127	0.0584	-0.0033
Si	0.1053	0.0426	-0.011
Si	0.0091	0.019	-0.0294
Si	0.0132	0.0842	-0.0095
Si	0.0407	-0.0726	0.012
Si	-0.016	0.0056	-0.0254
Si	0.1137	0.0381	-0.0058
Si	-0.014	0.0192	-0.0187
Si	0.0089	-0.0185	-0.0193
Si	-0.0548	0.0591	0.0038
Si	0.0422	0.0091	-0.0225
Si	-0.0169	-0.0754	-0.0171
Si	-0.0421	0.0242	-0.0285
Si	-0.0116	-0.0069	-0.0256
Si	-0.0627	0.0133	-0.0055
Si	0.0519	-0.0445	0.0147
Si	-0.0047	0.0422	0.0003
Si	0.0072	-0.0255	0.0491
Si	0.0179	-0.0248	0.0036
Si	-0.0074	0.049	0.005
Si	-0.0085	0.0034	0.0159
Si	0.0593	0.0037	0.0055
Si	0.0173	-0.0108	0.0445
Si	-0.0661	0.0532	-0.0176
Si	-0.0663	-0.0906	0.0116
Si	0.0301	0.0689	0.0134
Si	-0.0657	-0.0119	0.0285
Si	-0.1203	-0.1596	-0.0067
Si	-0.0284	-0.0281	0.0226
Si	-0.1049	-0.0479	0.0023
Si	0.0889	0.0457	-0.0146
Si	-0.1528	-0.259	-0.1849
Si	0.2016	0.0991	0.3455
Si	0.3179	-0.1952	-0.2823
Si	-0.1409	-0.252	0.1197
Si	-0.0007	-0.0471	-0.1012
Si	-0.427	-0.3539	-0.2355
Si	-0.0294	-0.0598	0.0542
Si	0.0581	0.405	-0.1771
Si	-0.0226	0.0001	0.004
Si	0.0044	0.0091	0.0219
Si	-0.0158	0.0024	-0.0038
Si	0.0167	-0.0119	-0.0036
Si	-0.0014	-0.0129	0.0221
Si	-0.0056	0.0068	-0.0021
Si	0.0006	-0.0004	-0.0179
Si	0	0.0068	0.0018
Si	0.0264	-0.0113	0.0157
Si	-0.0293	0.0067	-0.0192
Si	-0.0074	-0.0026	0.011
Si	0.0362	-0.0309	-0.0405
Si	-0.0143	0.0216	-0.0203
Si	-0.0038	-0.0048	0.006
Si	0.0088	-0.0278	-0.0334
Si	-0.0088	-0.0085	0.0271
Si	0.0887	-0.0957	-0.0698
Si	-0.0567	0.0313	-0.0563
Si	-0.0925	0.1485	-0.0951
Si	-0.0146	-0.0004	-0.0335
Si	-0.0039	0.0303	-0.0666
Si	0.0204	0.0171	-0.0112
Si	0.0463	-0.0411	-0.0009
Si	-0.0102	0.0053	-0.055
O	-0.0533	0.0573	-0.0511
O	-0.0301	0.0173	-0.0502
O	-0.0034	-0.0108	0.0322
O	-0.0143	-0.0397	0.0484
O	0.0305	-0.0328	-0.0471
O	0.013	-0.014	-0.055
O	0.0208	-0.0096	0.0475
O	0.0316	0.0289	0.0433
O	0.0152	0.0017	0.0198
O	-0.0017	0.0002	-0.0015
O	-0.0149	-0.0225	0.0086
O	0.003	-0.0057	0.0043
O	0.0086	-0.0289	0.0756
O	-0.0314	-0.0202	0.0443
O	0.0157	0.0194	0.0297
O	-0.0138	0.0081	0.0326
O	-0.0197	0.02	-0.0235
O	0.0216	-0.0158	-0.0216
O	0.0114	0.0107	-0.0206
O	-0.0062	-0.0063	0.0006
O	-0.0107	0.0086	-0.0339
O	-0.0093	-0.0276	-0.0446
O	0.0012	0.0147	-0.0042
O	-0.0042	-0.0067	-0.0699
Si	0.0028	-0.0034	-0.0061
Si	0.0092	-0.0239	-0.0001
Si	-0.002	0.0017	0.0037
Si	0.0004	0.0035	-0.0009
Si	0.0033	-0.009	0.0049
Si	-0.0018	0.0027	0.0042
Si	0.0178	0.0102	0.0054
Si	0.0069	0.001	-0.0051
Si	0.0028	0.0005	-0.0029
Si	0.0158	-0.0072	-0.0188
Si	-0.0225	0.0174	0.0148
Si	-0.018	0.0237	0.0096
Si	-0.0066	-0.0148	0.0028
Si	0.0168	-0.0022	0.0154
Si	-0.0015	0.0031	-0.0042
Si	0.0605	0.004	-0.0361
Si	0.0032	0.003	0.0039
Si	0.0064	-0.0014	0.0002
Si	0.0006	0.0009	0.0068
Si	0.007	-0.0253	0.006
Si	-0.0138	0.0063	-0.0305
As	0.0115	0.0056	0.0062
Si	0.0024	0.0009	0.0009
Si	-0.0061	-0.0124	0.0059
Si	0.0282	-0.01	0.0026
Si	0.0128	0.0188	0.0048
Si	0.0013	-0.0025	0.0111
Si	-0.0096	-0.005	-0.0191
Si	-0.0321	-0.0136	-0.0039
Si	-0.0066	0.004	0.009
Si	0.0004	0.0064	-0.0022
Si	0.0048	0.0033	0.0121
Si	0.0239	0.0042	-0.0051
Si	-0.0137	0.0011	0.0027
Si	-0.0051	-0.0061	-0.0076
Si	-0.007	0.003	-0.0133
Si	-0.0023	0.0006	-0.0086
O	0.0005	-0.0017	0.0012
O	0.0033	0.0012	0.0038
O	-0.0012	-0.0008	0.008
O	0.0038	-0.0022	0.002
O	-0.0034	-0.0054	0.0001
O	-0.012	0.0025	-0.024
O	0.0071	0.0039	-0.0074
O	-0.0002	0.0088	-0.0005
O	0	-0.0005	0.0056
O	-0.0019	-0.0007	0.0101
O	-0.0003	-0.002	-0.0002
O	0.0058	0.0002	-0.0008
O	-0.0073	0.0023	-0.0054
O	0.0155	0.0047	0.0094
O	-0.0019	-0.0008	0.0107
O	-0.0028	0.0048	-0.0002
O	-0.0287	-0.0034	0.0051
O	-0.0097	-0.0122	0.0275
O	0.0045	-0.0128	-0.0023
O	-0.0018	0.0016	-0.0026
O	-0.0018	-0.0015	0.0047
O	0.0053	-0.0068	0.0021
O	-0.0064	-0.0029	0.0011
O	-0.0115	-0.0022	0.001
O	-0.0026	-0.0026	-0.0018
O	0.0089	-0.008	0.0041
O	-0.0149	-0.0162	-0.0045
O	-0.0164	0.0205	0.0148
O	0.0075	0.0009	0.0046
O	0.0028	0.0002	0.0018
O	0.0052	-0.0007	0.002
O	0.0003	-0.004	-0.0035
O	0.0001	-0.0111	0.0035
O	-0.0111	-0.0087	-0.0017
O	-0.0065	0.0107	0.0094
O	0.0123	0.0064	-0.004
O	0.0007	-0.0009	0.0094
O	0.0034	0.006	0.0045
O	0.0033	0.0031	-0.0025
O	-0.0013	0.0057	0.0045
O	-0.016	0.0008	0.0472
O	-0.0025	-0.0005	-0.0085
O	0.0093	-0.0158	0.0075
O	-0.0059	-0.0056	0.0108
O	0.0012	-0.0055	0.0078
O	-0.0016	-0.0004	-0.0016
O	-0.0084	-0.0006	0.0006
O	-0.0005	0.0049	0.0053
O	-0.0009	-0.0027	-0.0013
O	0.0071	0.0128	-0.0023
O	0.002	0.0007	-0.0004
O	-0.005	-0.0016	-0.0074
O	0.0005	-0.0026	0.0113
O	0.0081	-0.0086	0.0196
O	-0.0017	0.0016	-0.0011
O	-0.0012	0.0068	-0.0202
O	0.004	-0.0016	0.0101
O	0.0023	-0.0018	0.0036
O	0.0016	-0.0023	-0.0004
O	-0.0173	-0.0027	0.0115
O	-0.0046	0.0015	-0.0043
O	0.0065	0.0013	0.0076
O	0.0079	-0.0035	-0.0037
O	-0.0034	0.005	0.0068
O	-0.0085	0.0104	-0.0296
O	0.0076	-0.0177	0.0065
H	0.01	-0.0003	-0.0314

The program warned: the cutoff lies below the one the program advises for these potential files; the forces do not sum to zero within the program's tolerance; the exchange-correlation potential is rough where the density is thin.
